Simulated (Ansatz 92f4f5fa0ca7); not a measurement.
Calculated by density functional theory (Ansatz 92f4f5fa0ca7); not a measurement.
Periodic cell of 180 atoms, Si99O81, from a study of silicon, its oxide and their interface. The atomic structure is a simulated model.

Settings: functional r2SCAN; potential files Ansatz norm-conserving; basis plane waves; wave-function cutoff 1300 eV; density cutoff ratio 4; exchange-correlation grid ratio 1; k mesh 2 x 2 x 1, shifted by 0.5 0.5 0.5 of a step; self-consistency stop 5e-08 eV per atom in the density residual; occupations Fermi-Dirac, 0.05 eV; spin none; net charge 0.

Cell vectors (angstrom)
a	11.5264	0.2121	0.0943
b	0.0937	11.6534	-0.0164
c	3.8547	1.5739	23.5901

Atoms and the computed forces on them: element, x, y, z (angstrom), force x, y, z (eV/angstrom)
Si	-1.6731	6.3652	-0.8944	0.4398	-0.3089	-0.0203
Si	8.8683	1.7244	-1.5333	0.4422	-1.0191	-1.4805
Si	8.9292	5.0667	1.7874	0.1812	0.9155	-1.3152
Si	3.126	8.2808	-0.6442	1.4174	-0.414	-1.0139
Si	1.6307	0.9182	-1.7369	-0.3034	-2.4984	-0.7062
Si	2.742	5.6214	0.5813	0.452	-0.2713	-0.3634
Si	5.4693	7.819	-0.1773	-0.7253	-0.176	-0.2548
Si	4.4073	1.5685	-0.8873	-0.0611	-0.4716	-2.317
Si	8.7002	10.3865	-2.3664	0.0916	0.3504	-0.2152
Si	1.7937	9.2755	0.8367	-0.9721	0.8986	0.89
Si	2.1346	2.7367	0.5684	-0.4988	-1.5043	-0.7486
Si	-1.163	8.5758	-0.2436	-1.1857	0.1349	-0.738
Si	6.505	8.6564	1.761	0.4977	0.2369	0.3103
Si	6.0568	0.8839	1.6118	-1.2462	0.234	0.1322
Si	6.4792	4.9342	1.9782	0.5968	-0.9147	-0.2304
Si	8.9808	8.8165	1.7548	-0.4857	0.2607	0.2107
Si	9.1492	1.446	1.3503	-0.5601	-0.3743	0.1291
Si	5.1821	5.437	0.1758	-0.6914	1.276	1.0458
Si	1.9503	-0.376	2.9261	-0.1046	0.7268	0.4811
Si	2.0074	2.0618	2.8223	0.2787	0.0754	0.3278
Si	2.127	6.7477	2.5868	0.3329	-0.3105	1.2729
Si	5.852	-0.9832	2.9903	0.2959	-0.3706	-0.2692
Si	5.903	2.8677	3.0145	0.1583	-0.0405	-0.1265
Si	6.1168	6.8077	3.1846	-1.3174	0.6757	0.5567
Si	9.6244	-0.9564	3.0332	-0.21	-0.0926	-1.2345
Si	9.5299	3.1648	2.8899	0.427	-0.9367	0.5326
Si	9.5129	6.9331	3.0138	0.5221	-0.2272	0.3642
Si	0.0192	-1.0954	4.1308	0.7124	0.3254	0.081
Si	0.0928	2.7264	4.0163	-0.6568	-0.076	-0.3006
Si	0.1568	6.5662	3.9412	-0.4829	0.6636	-0.2799
Si	3.8644	-0.9632	4.1518	-0.2954	-0.0456	0.4762
Si	3.9052	2.7926	4.207	-0.3634	0.1526	0.0893
Si	3.9247	6.7518	4.2347	0.3186	-0.5704	-0.8546
Si	7.7665	-0.8382	4.4384	-0.3099	-0.3514	0.3681
Si	7.7999	2.8979	4.5053	-0.3455	-0.0803	0.0982
Si	7.8503	6.8566	4.6397	0.5422	-0.2901	0.5299
Si	0.0688	8.5918	5.3073	0.35	-0.4762	-0.431
Si	0.0179	0.846	5.4695	0.5572	0.0741	-0.2894
Si	11.6376	4.9081	5.3956	0.195	-0.3798	-0.409
Si	3.8711	8.7247	5.4218	-0.1528	0.2825	0.0452
Si	3.9448	0.8953	5.6283	0.3194	0.0003	0.1089
Si	3.9298	4.7876	5.5906	-0.615	-0.1016	-0.227
Si	7.8568	8.8235	5.854	0.2011	0.7978	-0.1432
Si	7.8231	0.9587	5.9493	-0.2056	0.3502	0.3094
Si	7.8239	4.8463	5.8974	0.0585	0.1017	-0.0822
Si	1.8975	8.7119	6.6828	-0.1357	-0.5081	-0.0672
Si	1.9756	0.931	6.8946	-0.3744	-0.3592	-0.2294
Si	1.8615	4.7518	6.8179	0.9068	0.5729	-0.2673
Si	5.721	8.8051	6.8216	-0.2375	-0.581	0.1579
Si	5.7118	0.9034	7.2138	0.0867	-0.4493	-0.3234
Si	5.7585	4.8376	7.0816	0.2055	-0.295	0.3725
Si	9.93	8.8752	7.0542	-0.2517	-0.1999	0.0726
Si	9.9309	1.0152	7.1701	-0.6636	-0.0543	0.1206
Si	9.9594	4.8894	6.9664	-0.3617	-0.0533	0.4376
Si	3.2	-1.7287	9.611	0.1199	-0.6104	-0.0849
Si	1.6271	2.8914	8.164	0.847	-0.449	1.4818
Si	12.8769	6.944	8.0853	-0.1335	0.5949	-0.0475
Si	5.3476	-1.2005	8.4094	0.1297	0.2584	-0.1924
Si	4.1887	3.0825	10.1658	0.3129	-0.5181	0.2394
Si	5.3338	6.9041	8.1874	-0.2497	0.6954	-0.2981
Si	10.6335	-0.9009	8.372	-0.718	-0.1851	0.7455
Si	10.7049	2.9622	8.243	-0.8685	0.5314	1.1654
Si	8.5328	6.5714	10.0122	1.497	0.3258	0.5726
Si	6.8373	-1.7246	10.1903	-0.6758	1.075	-0.2109
Si	8.381	3.3609	10.1398	1.5051	1.2794	-0.5044
Si	10.3541	6.8797	8.2666	-0.2835	-0.0439	0.0289
Si	13.0786	10.7761	8.1644	0.7638	0.2798	0.1001
Si	5.7892	2.866	8.4836	-0.0573	0.3925	-0.4842
Si	15.8107	9.5337	19.0863	0.5327	-0.721	1.321
Si	9.0307	-1.1563	11.1015	-0.1977	0.0799	1.0701
Si	5.3744	0.6411	11.7856	-0.3632	-1.073	2.8668
Si	9.0804	7.9582	12.6562	-0.8618	1.8285	1.5896
Si	5.9319	9.744	16.7744	1.1239	0.7745	-1.7094
Si	14.2937	2.1152	16.051	-1.0611	-0.5976	-0.6096
Si	11.0333	7.4581	16.6146	-0.8794	0.6875	-1.5267
Si	8.0802	1.5723	12.5505	0.5068	-2.0112	-0.5607
Si	13.8793	7.0867	15.6854	1.2732	0.4155	-0.3502
Si	3.195	7.438	9.2304	-0.4531	1.1906	-1.8917
Si	15.1636	9.9838	16.3745	1.0614	-1.931	-0.416
Si	15.1311	4.3015	20.2649	-2.3046	1.5699	1.3233
Si	13.4036	11.5516	14.4347	0.827	1.4398	-0.8732
Si	14.732	-1.2608	12.1306	0.6115	1.3196	0.8981
Si	10.2229	5.0855	21.545	-0.7054	-0.3688	-0.4167
Si	14.327	7.231	20.732	0.3665	-0.6208	0.5698
Si	3.9891	7.2258	13.1801	-0.1911	-0.3924	1.4168
Si	5.6862	11.3804	20.7437	-0.6558	0.7344	-1.1059
Si	9.8155	12.8969	17.2554	0.4724	0.5586	-0.5388
Si	10.924	9.3604	21.7295	0.2902	1.4637	-0.6466
Si	11.2994	7.118	19.6809	0.5176	-0.9873	2.2223
Si	6.7621	7.8284	14.5517	-0.3815	-0.3594	0.2418
Si	11.199	10.6102	16.2503	-0.8325	-4.5664	-0.1215
Si	8.496	3.0076	15.0692	1.4929	0.5181	-0.0154
Si	5.671	2.7356	16.2797	-1.6929	2.3088	-1.6521
Si	4.543	6.0877	11.252	0.2562	-0.7383	0.4313
Si	9.0245	6.0906	14.9322	0.7154	-0.1561	0.8587
Si	3.4737	4.4883	17.0501	-0.0577	-1.2447	-0.3921
Si	6.4127	7.4763	10.1948	-0.901	0.0203	0.051
Si	12.5821	12.3351	18.1544	-0.1347	-1.7015	-0.6355
Si	7.0135	12.4196	18.0861	1.1115	-1.3553	-0.3514
O	0.2437	9.0778	0.3278	1.4059	0.4348	0.3898
O	9.6744	1.7899	-0.133	-0.3817	0.2437	-0.3456
O	7.5832	0.9119	1.2069	2.4521	0.5665	-0.5391
O	1.2128	1.6608	-0.3942	0.5678	1.7609	1.9877
O	3.229	0.7424	-1.7319	1.7025	0.614	0.7771
O	5.2478	0.6978	0.1654	0.1505	-0.1544	0.6237
O	8.31	11.87	-1.817	0.2178	0.8451	0.3354
O	9.7296	5.3399	0.295	-0.5551	0.0351	0.6018
O	2.0772	10.8355	1.3345	-0.185	-1.4594	-0.9342
O	2.0378	8.3309	2.166	-0.1039	0.9651	-0.5632
O	1.787	4.2934	0.3614	-0.369	0.8014	-0.0642
O	9.9721	0.1437	1.8099	-0.1033	-0.4315	0.707
O	4.5527	4.4336	11.0408	-0.0491	0.5854	0.0101
O	7.2908	2.6778	9.1706	0.2779	0.1667	0.1955
O	4.4801	1.7746	11.1394	-0.6793	1.2441	-0.5052
O	10.1453	-0.964	9.9768	0.6763	-0.0718	-1.4477
O	2.6723	2.9583	9.5891	-1.1199	0.2085	-1.2203
O	9.948	3.0302	9.7533	-0.5161	-0.1038	-0.6943
O	13.437	-0.5446	12.8813	0.2769	-0.3086	0.0823
O	-3.1973	6.8959	-1.1953	-0.3798	0.0828	0.0456
O	8.6221	12.6031	18.2596	-0.8559	-0.0379	0.5574
O	10.6617	8.4374	20.4152	0.1168	-0.3007	0.0047
O	9.7705	7.1275	13.8357	-0.3534	-1.2384	1.6653
O	11.2928	7.3917	18.1542	0.3721	-0.1007	0.2367
O	14.0098	3.6634	16.3318	-0.0747	1.148	0.2598
O	5.0238	12.5411	21.6704	0.5584	1.5208	0.3521
O	1.0841	1.7904	-2.9698	0.6817	-0.5085	-0.2869
O	9.8615	9.7657	-1.4116	0.3017	-0.4815	0.4855
O	13.0341	12.1636	19.6633	0.0635	-0.3266	1.3196
O	11.2917	10.9395	21.2228	-0.1762	-1.3354	0.5222
O	15.1832	5.856	20.8772	-0.0045	-1.1992	-0.4691
O	3.6751	2.7055	-0.0263	-0.6414	0.1651	0.4726
O	8.1961	2.8845	11.6458	-0.2828	0.2737	-0.1988
O	8.886	0.2699	11.8678	-1.0719	0.9951	0.3246
O	3.5235	8.69	12.635	-0.2028	0.1439	-0.2108
O	8.8099	1.898	13.9205	0.1688	0.5154	0.8651
O	4.4255	-0.4548	12.6078	-0.0016	0.0559	-1.1975
O	6.1414	-0.2307	10.7242	1.1387	-1.515	-0.8094
O	14.3141	6.6895	14.1575	0.8998	0.6316	-0.2176
O	7.5439	8.2692	13.2121	0.6739	0.0682	-0.8113
O	6.7228	11.1915	17.0473	-0.607	-0.3978	0.0212
O	14.8746	4.3752	18.7035	0.2076	-0.0797	-0.1722
O	9.6634	9.4053	12.1979	-0.2028	0.0559	-0.1699
O	8.2437	4.9979	10.0292	-0.3513	-1.7431	0.0137
O	12.0256	10.922	14.9326	0.277	0.1938	-0.7466
O	6.2899	2.1299	17.5803	0.1978	-0.177	0.7687
O	14.8822	10.1896	17.952	-1.0276	0.5554	0.6858
O	5.2231	7.5364	14.2055	-0.2338	-0.0479	-0.1348
O	6.9039	8.9342	15.7078	-0.5392	0.5676	0.8083
O	13.7389	1.2955	17.3569	0.0651	-0.0361	-0.3353
O	10.6355	8.9753	16.2196	0.9159	2.3782	-0.0974
O	5.3577	2.24	-2.0544	-0.7399	-0.032	0.8598
O	4.3677	1.8459	15.7648	1.6853	-0.3237	0.1042
O	3.1183	6.5697	10.5663	0.7786	-0.8502	1.4162
O	9.958	11.5568	16.3332	-1.2542	1.4701	0.121
O	5.7249	8.9966	18.2018	-0.818	-0.1443	1.349
O	15.1148	8.1987	19.7218	0.9239	1.3425	-0.8462
O	11.2389	13.2237	17.9966	-0.6006	-0.0885	-0.218
O	6.5173	1.2426	12.815	-0.6453	-0.2527	-0.6669
O	9.3502	2.5454	16.3858	-0.6578	0.0005	-0.5251
O	7.7648	2.9061	-1.5689	0.8466	-0.351	0.6456
O	4.4944	10.3917	20.2176	0.5305	-0.2622	-0.3663
O	13.4788	1.5519	14.7189	0.0458	-1.0047	0.4467
O	10.4025	5.7548	20.0942	1.0421	1.4834	-0.6614
O	9.8452	6.4068	16.3324	-0.934	-0.2509	-1.2071
O	9.9509	1.9302	-2.7359	0.5753	0.5166	0.2668
O	6.4018	12.129	19.4989	-0.7468	-0.5191	1.2061
O	14.4214	8.5789	15.9679	0.0435	0.5933	0.1586
O	9.2297	6.9874	11.459	-0.3981	-1.571	-2.7113
O	7.4208	6.4445	15.0877	1.3411	-0.1325	-0.3464
O	2.9854	8.9539	-2.1315	0.05	-0.6144	0.5847
O	5.7922	4.679	-1.0903	0.2684	-0.9267	-1.0899
O	12.1152	10.8015	17.5299	1.4747	1.8941	1.4829
O	2.415	6.7679	-0.567	-0.1513	0.2154	-0.1607
O	4.9986	4.2299	16.5893	0.6461	-1.18	-0.1678
O	14.6748	11.0277	15.3029	-0.6802	0.5997	-0.3989
O	9.1255	4.4748	14.6341	-0.6962	0.2888	0.1474
O	6.892	3.0511	15.2447	-0.4836	-0.3231	0.357
O	12.8913	6.8746	20.1116	-2.2542	-0.0475	-0.6268
O	14.5946	6.1868	16.8305	-0.5564	0.8344	-0.4424
O	12.3071	6.9881	15.7542	-0.3818	-0.1437	0.1987

Results
free energy: -49238.988 eV
free energy less fixed offsets of O -463.61, Si -117.95 eV per atom: -9.528 eV
pressure: -0.99 GPa
stress xx, yy, zz, yz, xz, xy (GPa, positive in tension): 1.67, 2.79, -1.49, 0.31, 0.09, 2.27
